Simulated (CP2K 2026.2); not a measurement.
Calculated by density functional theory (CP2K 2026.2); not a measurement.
Periodic cell of 534 atoms, Si358O176, from a study of silicon, its oxide and their interface. The atomic structure is a simulated model.
Doubt: the forces sum to 2.38 eV/angstrom along one axis rather than to zero, so they err by at least 0.0044 eV/angstrom per atom on average; the grid cutoff is modest.

Settings: functional PBE; method Gaussian and plane waves; basis set DZVP-MOLOPT-SR-GTH; pseudopotentials GTH-PBE; grid cutoff 400 Ry, relative cutoff 50 Ry; k points Gamma only; occupations fixed; spin none; net charge 0.

Cell vectors (angstrom)
a 16.4025 0 0
b 0 16.4025 0
c 0 0 35.7178

Atoms and the computed forces on them: element, x, y, z (angstrom), force x, y, z (eV/angstrom)
Si 0.076 -1.035 1.137 0.43 -0.892 0.608
Si 1.913 2.011 -0.628 -0.363 -0.535 0.065
Si -0.504 5.825 0.305 0.247 0.08 0.05
Si 2.341 8.569 0.166 -0.473 0.232 -0.6
Si 0.18 10.729 0.38 0.149 -0.114 -0.238
Si 2.466 13.871 0.281 0.021 0.051 0.005
Si 5.826 -0.269 0.085 -0.125 -0.02 0.046
Si 8.176 2.731 0.263 0.012 -0.206 -0.224
Si 5.066 5.446 -0.238 -0.058 -0.015 -0.238
Si 8.491 8.695 -0.328 -0.089 0.133 -0.246
Si 5.946 10.604 -0.208 -0.432 0.418 -0.017
Si 8.081 13.891 -0.001 -0.383 -0.061 0.084
Si 10.592 0.817 -0.19 -0.027 -0.259 -0.128
Si 13.189 3.41 0.141 0.407 -0.369 0.261
Si 11.277 5.156 -0.09 -0.513 0.315 -0.153
Si 13.717 8.071 0.032 0.068 0.04 -0.11
Si 11.837 12.073 -0.442 0.174 0.629 0.043
Si 14.399 15.258 -0.987 -0.843 -0.138 0.714
Si 1.169 1.024 1.442 0.046 0.175 0.023
Si 3.771 4.055 1.157 -0.045 -0.129 -0.151
Si 1.229 6.951 1.485 -0.21 -0.038 -0.152
Si 4.174 9.617 1.217 0.194 -0.026 -0.007
Si 1.515 12.195 1.61 -0.064 0.042 -0.003
Si 4.132 15.077 1.448 0.091 -0.081 -0.29
Si 6.73 1.392 1.516 -0.023 0.017 -0.123
Si 9.602 4.215 1.369 -0.056 -0.117 0.018
Si 6.65 6.657 1.22 -0.166 0.106 0.063
Si 9.868 9.874 1.13 0.238 0.12 0.098
Si 6.868 12.258 1.234 0.076 0.212 -0.067
Si 9.503 14.994 1.471 0.018 -0.1 0.14
Si 12.135 1.686 1.359 -0.107 0.134 -0.091
Si 14.835 4.22 1.605 -0.034 0.258 -0.007
Si 12.198 6.838 1.355 0.296 -0.074 -0.09
Si 14.927 9.566 1.509 -0.061 -0.094 -0.17
Si 12.699 12.886 1.588 0.353 -0.108 0.067
Si 14.233 14.785 1.295 -0.592 0.43 -0.657
Si -0.072 2.686 2.701 -0.035 0.029 -0.029
Si 2.801 0.031 2.838 -0.089 0.005 0.221
Si -0.095 8.252 2.913 -0.051 -0.056 0.096
Si 2.633 5.468 2.684 -0.119 0.084 0.112
Si 0.19 13.651 2.874 0.633 0.289 0.028
Si 2.929 10.876 2.84 0.084 -0.025 -0.065
Si 5.251 2.784 2.669 -0.063 -0.083 0.101
Si 8.18 0.054 2.821 0.144 0.055 0.108
Si 5.438 8.188 2.613 0.143 -0.104 0.021
Si 8.114 5.486 2.674 -0.02 -0.027 0.212
Si 5.492 13.613 2.717 0.062 -0.052 0.003
Si 8.33 10.993 2.613 0.003 0.176 0.075
Si 10.821 2.862 2.874 -0.006 0.07 0.061
Si 13.433 0.129 2.663 0.07 0.005 -0.169
Si 10.899 8.326 2.635 0.056 -0.034 0.074
Si 13.533 5.594 2.936 -0.034 -0.048 0.073
Si 10.921 13.758 2.882 0.066 0.116 0.023
Si 13.684 11.077 2.809 -0.187 -0.084 -0.064
Si 1.298 4.087 4.084 0.04 -0.044 -0.057
Si 4.092 1.427 4.193 -0.116 0.043 -0.027
Si 1.405 9.594 4.167 -0.053 -0.04 -0.064
Si 4.061 6.834 4.047 0.177 -0.12 -0.071
Si 1.474 15.046 4.245 0.093 -0.2 0.088
Si 4.192 12.301 4.192 0.021 -0.021 -0.006
Si 6.755 4.097 4.052 -0.083 0.074 -0.133
Si 9.509 1.424 4.221 -0.013 -0.043 -0.186
Si 6.892 9.571 3.983 -0.025 -0.106 -0.175
Si 9.508 6.92 4.027 -0.149 0.026 -0.076
Si 6.832 15.014 4.132 0.015 -0.065 -0.132
Si 9.563 12.319 4.158 0.046 -0.119 -0.089
Si 12.228 4.15 4.262 -0.051 0.089 -0.164
Si 14.961 1.34 4.07 0.016 -0.018 0.075
Si 12.283 9.621 4.103 0.076 0.13 -0.058
Si 14.977 6.879 4.281 0.015 0.051 -0.119
Si 12.218 15.193 4.209 0.015 -0.139 -0.076
Si 15.074 12.372 4.193 -0.055 0.15 -0.071
Si 0.004 -0.028 10.98 0.033 0.001 0.011
Si 2.728 2.706 10.991 0.019 -0.008 0.006
Si -0.008 5.447 10.986 0.018 -0.014 -0.009
Si 2.725 8.173 10.998 0.002 0.022 0
Si 0.013 10.92 10.968 0 -0.005 0.001
Si 2.743 13.653 10.961 -0.001 -0.027 0.002
Si 5.465 -0.018 10.979 0.007 -0.023 -0.003
Si 8.201 2.716 10.979 0.012 0.001 -0.003
Si 5.462 5.443 10.991 -0.011 -0.012 -0.005
Si 8.206 8.18 10.987 0.02 -0.04 -0.012
Si 5.47 10.905 10.976 0.019 0.011 -0.01
Si 8.221 13.647 10.986 0.016 0.021 0.003
Si 10.958 -0.007 10.977 -0.006 -0.007 0.008
Si 13.672 2.72 10.976 0.002 -0.042 0.009
Si 10.929 5.446 10.969 0.028 0.015 -0.005
Si 13.668 8.185 10.972 0.016 0 0.005
Si 10.952 10.915 10.995 0.03 0.014 -0.002
Si 13.689 13.66 10.994 0.002 -0.001 0.019
Si 1.372 1.317 12.349 -0.033 0.006 -0.006
Si 4.106 4.058 12.356 -0.008 0.003 -0.016
Si 1.357 6.798 12.372 0.01 0.01 0.007
Si 4.095 9.549 12.35 0 -0.019 0.001
Si 1.374 12.298 12.332 0.037 0.013 0.002
Si 4.104 15.007 12.342 -0.01 0.012 0.007
Si 6.85 1.33 12.346 0 -0.002 -0.021
Si 9.602 4.051 12.343 -0.04 0.012 -0.003
Si 6.854 6.796 12.344 0.014 0.044 -0.011
Si 9.589 9.531 12.351 -0.025 0.012 0
Si 6.848 12.264 12.332 -0.022 -0.001 -0.017
Si 9.609 15.008 12.339 0.01 0.001 -0.005
Si 12.348 1.327 12.357 0.011 0.054 0.008
Si 15.042 4.064 12.357 0.002 0.048 0.008
Si 12.309 6.792 12.332 -0.07 -0.03 -0.012
Si 15.049 9.546 12.336 0.012 -0.013 -0.008
Si 12.339 12.269 12.353 -0.051 -0.025 -0.002
Si 15.062 15.014 12.372 -0.011 -0.004 0.019
Si -0.002 2.664 13.713 0.073 -0.045 -0.01
Si 2.728 -0.053 13.725 0.049 0.002 -0.004
Si -0.028 8.169 13.73 -0.017 0.042 0.041
Si 2.725 5.403 13.723 0.026 -0.022 0.04
Si 0.033 13.65 13.739 0.006 -0.051 0.005
Si 2.721 10.931 13.704 -0.038 0.023 0.001
Si 5.472 2.676 13.716 0.017 0.058 0.031
Si 8.244 -0.034 13.7 -0.035 0.001 0.013
Si 5.481 8.171 13.686 -0.005 -0.029 -0.003
Si 8.227 5.409 13.693 0.044 -0.015 -0.008
Si 5.481 13.631 13.689 0.046 -0.074 -0.004
Si 8.211 10.898 13.699 0.012 -0.021 0.003
Si 10.987 2.686 13.717 -0.01 -0.035 0.009
Si 13.711 -0.031 13.761 -0.014 0.001 0.015
Si 10.957 8.149 13.708 0.039 -0.019 0.007
Si 13.657 5.419 13.717 0.015 0.029 -0.012
Si 10.98 13.639 13.707 0.032 0.007 0.001
Si 13.715 10.912 13.729 -0.026 0.009 0.028
Si 1.367 3.994 15.083 -0.028 0.01 -0.021
Si 4.1 1.302 15.083 -0.047 -0.069 -0.013
Si 1.335 9.578 15.067 0.052 0.003 -0.017
Si 4.139 6.775 15.034 0.061 0.064 -0.032
Si 1.387 15 15.144 -0.031 0.014 0.036
Si 4.097 12.293 15.068 0.037 0.039 0.052
Si 6.889 4.017 15.056 -0.038 -0.04 0.064
Si 9.654 1.289 15.072 0.048 0.092 0.036
Si 6.832 9.538 15.065 0.017 0.045 0.035
Si 9.599 6.755 15.063 -0.037 -0.018 0.019
Si 6.879 14.976 15.035 0 0.061 0
Si 9.594 12.266 15.039 0.002 -0.042 0.002
Si 12.355 4.018 15.122 -0.002 0.022 0.074
Si 15.088 1.32 15.158 0.006 0.065 0.106
Si 12.351 9.503 15.061 -0.031 0.004 0.037
Si 14.981 6.798 15.097 -0.037 -0.048 -0.05
Si 12.365 14.962 15.108 -0.068 -0.059 -0.005
Si 15.086 12.282 15.116 0.012 -0.05 -0.052
Si 0.056 -0.04 16.575 0.107 -0.02 -0.008
Si 2.716 2.613 16.49 0.075 0.023 0.02
Si -0.084 5.335 16.36 0.001 0.022 0.092
Si 2.755 8.186 16.308 -0.047 0.016 0.025
Si -0.001 10.917 16.528 -0.06 0.144 0.121
Si 2.77 13.641 16.503 0.116 0.034 0.039
Si 5.493 -0.091 16.387 0.06 -0.008 0.168
Si 8.302 2.662 16.416 -0.064 -0.023 0.176
Si 5.512 5.386 16.396 0.022 -0.067 0.004
Si 8.198 8.12 16.378 0.105 -0.014 0.095
Si 5.456 10.929 16.429 -0.001 -0.117 0.03
Si 8.249 13.63 16.414 -0.018 -0.052 -0.02
Si 10.985 -0.114 16.471 0.089 0.007 0.024
Si 13.702 2.645 16.563 0.026 -0.041 0.062
Si 10.978 5.398 16.456 -0.046 -0.124 0.054
Si 13.648 8.16 16.54 -0.022 -0.009 0.105
Si 10.98 10.891 16.359 -0.002 -0.012 0.039
Si 13.767 13.648 16.512 -0.037 -0.078 0.142
Si 1.418 1.293 18.026 0.032 -0.061 0.083
Si 4.151 3.994 17.733 0.169 -0.136 -0.001
Si 1.345 6.759 17.501 -0.062 -0.085 -0.188
Si 4.061 9.523 17.749 0.05 0.024 0.07
Si 1.404 12.307 17.897 -0.031 0.124 0.001
Si 4.158 15.033 17.883 -0.047 0.047 -0.029
Si 6.961 1.185 17.705 0.126 0.076 -0.137
Si 9.687 3.988 17.851 -0.005 -0.082 -0.215
Si 6.876 6.731 17.783 0.086 0.117 0.106
Si 9.584 9.521 17.671 -0.062 -0.03 -0.183
Si 6.821 12.344 17.766 -0.026 0.024 0.059
Si 9.654 14.882 17.841 -0.026 0.104 0.005
Si 12.431 1.098 17.896 0.066 0.02 0.049
Si 15.045 4.069 17.951 0.003 0.144 0.111
Si 12.238 6.771 17.916 -0.077 0.193 -0.095
Si 15.053 9.514 17.931 0.033 0.046 0.004
Si 12.388 12.18 17.757 0.157 -0.141 -0.061
Si 15.1 15.033 17.992 0.042 -0.234 0.208
Si 0 2.656 19.377 -0.012 0.213 0.157
Si 3.001 0.079 19.412 0.233 0.021 0.251
Si 0.153 8.031 19.003 -0.175 -0.205 -0.15
Si 2.631 5.39 18.828 -0.024 -0.083 0.276
Si 0.187 13.781 19.39 0.358 -0.002 -0.322
Si 2.703 10.843 19.209 0.015 -0.178 0.166
Si 5.668 2.629 18.985 -0.186 -0.055 0.105
Si 8.186 -0.264 19.188 -0.225 -0.001 0.13
Si 5.4 8.08 19.063 -0.2 -0.069 0.068
Si 8.286 5.381 19.179 -0.017 -0.084 0.188
Si 5.464 13.629 19.269 0.24 0.176 0.286
Si 8.179 10.875 18.947 0.206 0.177 -0.172
Si 11.003 2.418 19.132 -0.127 0.191 0.127
Si 13.768 -0.155 19.554 0.025 0.347 -0.05
Si 10.853 8.261 19.192 -0.043 -0.004 -0.017
Si 13.532 5.42 19.341 0.133 -0.038 0.003
Si 11.118 13.545 19.139 0.045 -0.155 0.022
Si 13.63 10.848 19.323 -0.109 0.032 -0.018
Si 1.3 4.317 20.471 0.051 -0.296 -0.106
Si 4.668 1.316 20.61 0.156 0.334 -0.581
Si 1.677 9.032 20.424 0.359 0.103 0.208
Si 3.815 6.728 20.263 0.024 0.005 0.121
Si 2.265 15.07 21.148 0.022 0.168 -0.461
Si 3.898 12.381 20.516 -0.331 0.005 0.209
Si 7.251 3.675 20.304 -0.219 0.226 0.353
Si 9.382 1.244 20.447 0.117 -0.033 0.389
Si 6.768 9.559 20.228 0.24 -0.421 -0.066
Si 9.277 7.698 20.833 -0.116 -0.47 0.272
Si 6.589 15.194 20.757 -0.008 -0.077 -0.256
Si 9.825 11.947 20.228 -0.128 -0.097 0.531
Si 12.399 3.712 20.464 -0.362 -0.216 0.22
Si 14.803 1.692 20.911 0.031 0.006 -0.022
Si 11.992 9.718 20.579 0.2 0.17 0.116
Si 15.753 6.729 20.785 -0.179 0.396 0.172
Si 12.858 14.288 20.611 -0.186 0.284 0.074
Si 14.485 12.437 20.858 -0.147 -0.466 0.139
Si 1.769 -0.68 24.16 -0.006 -0.074 0.297
Si 3.829 4.094 22.046 0.077 0.098 0.037
Si -0.116 8.172 22.539 0.042 -0.137 -0.027
Si -1.268 3.517 26.137 -0.078 0.158 0.143
Si 10.049 11.661 27.33 -0.059 -0.087 0.065
Si 9.927 -4.568 24.196 0.034 -0.19 0.262
Si 7.735 3.827 23.211 0.096 0.103 0.378
Si 5.065 5.741 27.426 0.082 -0.027 -0.131
Si 5.443 5.273 24.331 0.32 0.185 0.29
Si 5.79 10.626 22.039 -0.128 -0.015 -0.047
Si 7.858 12.994 22.542 0.164 0.023 -0.034
Si 9.411 1.378 23.427 0.04 0.324 0.206
Si 16.25 6.164 27.308 -0.034 -0.116 0.195
Si 6.14 8.268 24.066 0.179 -0.393 0.251
Si 17.543 8.13 25.256 0.078 -0.016 0.192
Si 14.582 12.038 23.21 0.099 -0.209 0.518
Si 15.214 15.259 27.248 -0.016 0.134 -0.016
Si 1.741 -0.264 26.877 0.015 0.101 0.214
Si 7.381 4.586 28.947 -0.086 0.09 -0.271
Si 4.09 8.367 26.445 0.091 -0.138 -0.028
Si 3.953 11.296 27.741 0.08 0.078 0.064
Si 2.423 13.365 26.075 0.075 0.013 -0.021
Si 6.421 11.112 29.877 0.067 0.032 -0.042
Si 9.963 -1.913 28.125 0.01 0.083 0.008
Si 9.34 2.325 28.612 -0.091 -0.087 0.037
Si 4.657 3.795 29.638 -0.066 0.065 -0.319
Si 9.334 8.718 23.729 -0.197 -0.026 0.37
Si 13.004 16.307 25.397 0.008 0.149 0.137
Si 11.2 11.137 31.456 0.155 -0.121 -0.458
Si 10.719 4.016 23.067 -0.252 -0.062 0.224
Si 12.417 4.865 25.542 -0.08 0.001 0.063
Si 12.335 13.898 23.599 -0.102 -0.031 0.419
Si 16.526 11.191 25.517 -0.081 -0.084 -0.031
Si 15.52 17.533 23.995 -0.089 0.042 0.381
Si 1.072 1.067 29.399 -0.058 0.038 -0.03
Si 12.277 -3.741 28.986 -0.047 -0.016 -0.12
Si -3.019 9.272 23.363 -0.169 -0.056 0.177
Si 1.51 6.612 29.911 -0.053 0.104 -0.093
Si -1.163 12.483 27.695 -0.076 -0.149 0.067
Si 1.571 12.293 29.445 0.107 -0.11 0.064
Si 4.804 0.848 30.271 0.009 -0.014 -0.246
Si 10.294 0.468 26.177 0.029 0.06 0.023
Si 11.026 7.471 28.534 0.056 0.082 -0.146
Si 4.396 6.356 31.112 -0.028 0.009 -0.413
Si 7.811 16.287 29.814 -0.064 -0.02 0.001
Si 12.709 8.564 32.701 0.224 -0.135 -0.101
Si 11.395 4.47 28.304 0.061 0.009 -0.114
Si 16.944 5.2 33.285 -0.167 0.154 -0.187
Si 13.661 6.196 29.198 0.025 0.072 -0.12
Si 15.35 7.17 31.496 0.075 0.04 -0.243
Si 16.567 12.517 31.845 0.188 -0.129 -0.156
Si 15.842 15.258 30.344 0.093 0.122 0.011
Si 0.572 3.725 30.708 -0.062 0.009 -0.241
Si 4.528 1.455 33.421 0.18 -0.118 -0.016
Si 3.544 14.59 30.538 0.054 -0.111 -0.078
Si 3.408 6.433 33.977 -0.148 0.261 0.09
Si 5.277 11.784 32.574 0.151 0.059 -0.311
Si 2.802 13.331 33.032 -0.092 0.011 -0.241
Si 6.248 4.115 33.907 0.225 0.098 0.244
Si 11.633 7.893 25.638 -0.118 -0.259 0.145
Si 10.019 7.045 33.252 0.005 -0.14 -0.321
Si 7.431 5.966 31.502 -0.129 -0.003 -0.095
Si 6.551 13.775 30.971 -0.02 0.21 -0.048
Si 10.46 13.249 33.71 0.244 -0.076 0.388
Si 14.86 2.476 29.002 -0.048 0.024 -0.075
Si 13.846 0.941 31.367 0.076 -0.067 -0.24
Si 9.128 9.732 29.424 -0.039 0.005 -0.196
Si 15.311 1.721 33.987 -0.231 -0.007 -0.118
Si 11.76 16.063 33.166 0.363 -0.06 -0.125
Si 14.7 12.251 33.966 -0.013 -0.067 -0.139
O -1.575 -2.519 33.973 0.401 -0.133 -0.071
O -1.023 0.137 34.455 0.088 0.007 0.012
O 2.132 5.551 33.396 0.305 0.074 0.221
O 2.952 1.483 33.903 -0.213 -0.065 0.005
O 0.031 4.878 34.786 -0.056 -0.196 0.062
O 0.279 3.914 32.302 -0.082 0.03 0.328
O 2.846 7.892 34.465 0.31 -0.334 0.323
O 1.206 9.678 35.283 0.352 -0.056 0.912
O 1.077 14.741 35.626 -0.202 0.415 0.329
O -0.672 11.648 35.046 0.196 0.11 0.103
O 3.231 13.527 34.579 -0.042 0.105 0.06
O 3.131 14.664 32.128 -0.164 0.21 0.224
O 5.273 0.423 34.428 -0.191 -0.082 -0.212
O 4.861 0.951 31.901 -0.164 0.122 0.318
O 7.565 3.406 34.595 -0.102 0.084 0.159
O 6.824 4.884 32.575 -0.274 -0.106 0.143
O 2.628 3.314 35.824 0.401 0.262 0.151
O 7.844 7.293 35.939 0.127 0.021 0.241
O 8.716 6.694 32.262 0.166 0.226 -0.019
O 9.447 8.327 34.105 -0.098 0.261 0.172
O 7.194 9.645 34.997 0.249 -0.17 0.032
O 5.391 11.156 34.057 0.254 -0.12 0.407
O 8.953 13.417 34.377 -0.261 0.114 0.108
O 6.952 15.036 35.255 0.078 -0.157 0.106
O 9.084 1.436 35.501 0.296 0.097 0.041
O 10.903 0.817 33.914 0.062 0.215 -0.211
O 20.077 -0.297 29.939 0.096 0.002 -0.129
O 14.188 2.598 34.784 -0.008 0.128 -0.081
O 10.479 5.803 34.248 0.428 -0.169 0.213
O 10.506 -0.76 36.006 -0.041 0.209 0.094
O 14.878 6.955 35.346 0.072 -0.109 0.199
O 13.054 8.619 34.315 -0.189 -0.043 0.349
O 10.961 10.77 35.865 -0.283 -0.507 0.405
O 13.172 11.767 34.29 -0.005 -0.282 0.082
O 17.396 11.565 30.8 -0.175 0.023 0.104
O 12.934 15.695 34.221 -0.138 -0.007 -0.35
O 2.201 4.013 21.84 0.107 -0.061 -0.379
O 0.122 5.309 21.044 -0.149 0.1 -0.045
O 5.654 0.109 21.269 -0.033 -0.241 -0.385
O 4.331 2.553 21.685 0.118 -0.217 -0.029
O 0.693 9.397 21.726 -0.081 0.231 0.304
O 0.116 16.058 26.723 -0.1 0.248 -0.318
O 4.367 5.412 21.178 -0.119 0.3 -0.211
O 2.774 7.849 21.001 0.239 0.296 -0.406
O 2.332 15.817 22.626 0.032 0.099 -0.168
O -2.379 16.94 24.299 -0.023 0.047 -0.033
O 4.366 11.401 21.779 -0.074 0.042 -0.217
O 2.985 13.589 21.234 -0.039 0.01 0.078
O 4.915 5.424 25.852 -0.115 -0.147 -0.027
O 6.849 4.132 21.866 -0.124 -0.165 -0.344
O 9.55 0.576 22 -0.095 -0.011 -0.628
O 8.407 2.554 20.67 0.047 -0.084 -0.076
O 7.82 8.441 20.889 -0.074 0.107 0.166
O 9.041 6.103 20.497 -0.239 -0.021 -0.163
O 5.422 8.472 25.507 -0.004 -0.059 0.075
O 9.777 7.907 22.382 0.11 -0.149 -0.119
O 7.133 14.423 22.152 -0.022 0.26 0.062
O 6.78 11.783 22.616 0.053 0.037 0.149
O 8.985 12.75 21.398 0.164 0.08 -0.031
O 10.842 10.86 21.007 -0.144 0.036 -0.419
O 12.368 6.452 25.869 0.3 0.198 0.19
O 11.377 4.309 21.616 0.218 0.185 -0.235
O 13.546 2.749 21.196 0.049 -0.032 -0.359
O 15.513 1.584 22.417 -0.101 -0.223 -0.423
O 17.315 7.65 23.711 -0.123 -0.169 -0.12
O 12.544 9.002 21.983 -0.071 0.235 -0.208
O 14.135 6.425 20.576 -0.085 -0.459 -0.239
O 14.878 8.65 23.224 0.084 0.039 0.239
O 12.19 14.586 22.125 0.177 0.125 -0.254
O 13.851 15.977 26.753 0.057 0.177 0.169
O 17.127 14.855 20.58 -0.089 -0.304 -0.222
O 16.077 12.564 20.382 -0.392 -0.03 -0.114
O 10.104 -4.942 25.751 -0.051 0.123 -0.243
O 0.22 -0.098 24.051 0.076 0.083 0.013
O 6.269 3.656 29.676 -0.03 -0.047 0.275
O 4.172 2.244 29.67 0.072 -0.168 0.222
O -2.899 10.868 23.578 0.021 0.023 -0.226
O -0.151 4.622 26.676 -0.01 -0.164 0.094
O 3.864 9.853 27.021 -0.262 -0.099 0.164
O 2.258 14.597 27.166 0.092 0.005 0.148
O 3.781 12.538 26.623 -0.11 0.196 0.017
O 9.302 13.069 27.681 -0.157 -0.084 0.196
O 9.472 0.435 24.755 -0.033 -0.204 -0.169
O 5.648 -5.594 31.305 0.058 0.051 0.223
O 11.411 -2.303 28.883 -0.101 0.092 -0.149
O 8.011 2.238 23.501 0.099 -0.309 -0.203
O 4.212 4.616 28.275 -0.205 -0.185 0.144
O 4.263 4.442 23.577 -0.183 -0.412 -0.442
O 5.771 6.727 23.628 -0.259 0.015 -0.032
O 6.638 5.622 27.907 0.125 0.059 0.145
O 5.505 9.385 23.067 -0.329 0.119 -0.188
O 4.465 7.258 27.61 -0.122 0.017 0.188
O 15.218 15.104 28.859 -0.022 -0.23 -0.042
O 7.754 8.498 24.128 0.132 0.221 0.037
O 9.605 1.467 27.258 -0.161 0.131 0.06
O 10.675 2.427 23.439 0.028 -0.077 -0.062
O 13.946 4.332 25.361 -0.015 0.183 0.135
O 9.188 4.587 23.154 0.008 0.197 -0.204
O 6.834 4.421 24.434 -0.046 0.012 -0.137
O 11.258 12.668 23.727 -0.045 0.025 -0.137
O 12.669 8.744 24.727 0.204 0.358 -0.299
O 15.361 11.18 26.697 -0.145 -0.116 0.054
O 14.185 8.247 31.971 -0.077 0.17 0.275
O 18.773 16.629 25.427 0.027 0.097 0.014
O 15.227 13.746 26.657 0.138 0.069 -0.232
O 7.514 -6.523 29.734 0.035 -0.118 0.149
O 7.21 -3.836 30.055 0.149 -0.106 -0.013
O 3.088 7.043 30.269 0.262 0.111 0.009
O 2.048 0.775 28.103 0.095 -0.051 0.039
O 1.105 6.508 28.321 0.083 -0.075 -0.014
O 0.083 7.233 26.116 -0.097 -0.035 -0.032
O 10.18 7.966 24.909 -0.213 -0.084 -0.285
O 2.638 11.316 28.717 -0.228 -0.021 -0.143
O 9.233 10.418 27.954 0.084 -0.006 -0.204
O 1.316 12.182 26.007 -0.013 0.055 0.114
O 5.354 11.28 28.623 -0.083 0.117 -0.098
O 6.264 16.868 29.563 -0.109 0.177 0.099
O 12.14 -4.313 30.508 0.016 -0.079 0.191
O 8.753 -1.082 28.867 0.202 0.143 -0.102
O 11.641 4.058 26.736 0.013 -0.114 -0.086
O 10.687 3.184 29.049 -0.069 0.117 -0.029
O 4.202 4.729 30.9 -0.223 0.025 0.357
O 8.162 5.353 30.159 0.133 -0.099 0.257
O 9.654 10.332 23.545 0.297 0.169 0.019
O 12.199 15.043 24.747 -0.082 -0.163 -0.192
O 11.832 17.344 25.87 -0.035 0.039 0.064
O 8.66 12.865 23.97 -0.063 0.282 -0.099
O 10.319 15.373 26.809 0.194 -0.116 -0.271
O 9.991 10.499 30.565 0.17 0.068 0.396
O 11.661 4.746 24.136 -0.16 0.257 -0.082
O 14.417 2.871 27.483 0.106 -0.081 -0.057
O 14.478 6.124 30.595 0.03 0.024 0.113
O 9.794 8.225 29.324 -0.088 -0.189 0.25
O 13.867 13.378 23.827 0.145 -0.098 -0.355
O 15.964 11.714 24.061 0.007 0.264 -0.358
O 16.626 12.565 28.566 0.066 -0.04 -0.01
O 16.096 13.836 31.033 -0.184 0.073 -0.138
O 18.593 14.169 24.626 0.139 0.115 -0.041
O 15.752 18.784 25.094 0.073 -0.171 -0.158
O -0.398 1.355 28.763 -0.019 -0.085 0.07
O -0.803 3.7 29.807 -0.067 -0.043 0.118
O 0.323 7.57 30.611 0.037 -0.14 -0.108
O 2.416 -2.74 29.802 -0.013 0.205 -0.062
O 8.725 1.304 29.79 -0.094 0.048 -0.106
O 2.712 7.904 25.678 -0.13 -0.179 -0.056
O -1.627 6.413 28.007 -0.176 -0.128 0.152
O 1.422 5.056 30.377 0.035 -0.12 0.025
O 4.283 6.8 32.656 -0.142 0.137 0.263
O 0.842 16.122 30.311 -0.002 0.012 0.134
O -1.708 15.967 31.221 -0.183 0.113 0.238
O 3.695 12.137 32.379 -0.148 -0.114 0.145
O 1.223 12.948 33.01 -0.033 0.148 -0.051
O 5.152 2.957 33.529 0.053 0.133 -0.061
O 5.06 -2.396 30.313 0.041 0.113 0.044
O 1.434 2.365 30.342 0.025 0.074 0.095
O 11.568 -4.754 27.921 0.027 -0.071 0.178
O 8.321 3.528 28.157 -0.034 -0.006 -0.014
O 6.035 6.705 30.865 -0.02 0.146 -0.241
O 10.558 5.9 28.318 0.038 -0.027 0.04
O 12.515 7.386 29.267 0.112 -0.061 0.073
O 7.459 15.159 31.025 0.054 0.065 -0.154
O 6.241 13.134 32.461 -0.026 -0.135 0.329
O 10.455 12.056 32.571 -0.277 0.178 0.241
O 11.427 7.515 32.486 -0.213 0.003 0.099
O 13.707 1.805 29.968 -0.207 -0.016 0.013
O 11.313 8.357 27.175 0.058 0.185 0.203
O 12.368 0.42 31.839 -0.082 -0.198 -0.087
O 14.739 1.812 32.435 0.384 0.041 0.151
O 12.163 9.986 32.104 -0.15 0.239 -0.037
O 12.849 4.777 29.013 0.155 -0.244 0.139
O 16.856 2.175 34.308 0.197 0.32 0.064
O 16.003 6.44 32.789 -0.029 0.008 0.21
O 15.256 11.787 32.485 -0.185 0.201 0.324
O 10.933 14.66 32.957 -0.296 0.023 -0.107
O 13.878 12.589 28.614 -0.077 0.02 0.002
O 17.151 9.704 25.396 -0.16 -0.099 -0.218
Si -0.022 0.006 5.491 0.068 0.012 -0.073
Si 2.685 2.772 5.508 -0.012 -0.037 0.042
Si -0.019 5.447 5.521 -0.09 -0.028 -0.003
Si 2.738 8.18 5.498 -0.071 -0.04 -0.041
Si 0.036 10.968 5.537 0.104 0.152 -0.038
Si 2.805 13.642 5.572 0.006 0.222 0.072
Si 5.468 0.004 5.504 0.02 -0.022 -0.016
Si 8.109 2.782 5.513 -0.021 -0.09 -0.034
Si 5.439 5.483 5.45 -0.059 0.052 -0.041
Si 8.175 8.232 5.454 0.061 -0.015 0.009
Si 5.557 10.891 5.475 -0.022 0.124 -0.055
Si 8.195 13.671 5.528 -0.011 0.047 -0.053
Si 10.867 0.073 5.601 0.055 0.084 0.022
Si 13.652 2.729 5.518 -0.028 -0.014 -0.084
Si 10.838 5.56 5.507 0.062 -0.098 -0.034
Si 13.612 8.277 5.558 0.048 0.02 -0.018
Si 10.925 10.944 5.513 -0.055 -0.042 -0.012
Si 13.645 13.754 5.501 0.002 -0.018 -0.063
Si 1.344 1.376 6.871 -0.062 0.044 -0.06
Si 4.083 4.125 6.863 -0.012 -0.003 -0.07
Si 1.367 6.817 6.874 0.042 -0.022 -0.022
Si 4.139 9.546 6.842 0.031 -0.039 -0.012
Si 1.407 12.297 6.914 -0.055 -0.007 -0.028
Si 4.137 15.043 6.909 0.026 -0.097 0.001
Si 6.811 1.369 6.892 0.029 -0.011 -0.021
Si 9.509 4.141 6.865 -0.079 0.113 -0.001
Si 6.817 6.844 6.832 -0.028 -0.024 -0.045
Si 9.553 9.563 6.864 -0.008 0.04 -0.029
Si 6.856 12.278 6.887 0.041 -0.039 0.001
Si 9.542 15.037 6.914 -0.005 -0.006 -0.006
Si 12.29 1.398 6.919 -0.01 -0.031 0.007
Si 15.023 4.086 6.89 0.052 -0.022 -0.007
Si 12.256 6.867 6.889 -0.05 0.059 -0.007
Si 15.042 9.603 6.893 -0.066 -0.007 -0.029
Si 12.303 12.327 6.863 -0.012 0.028 -0.061
Si 15.039 15.051 6.889 -0.002 0.021 -0.007
Si -0.008 2.728 8.26 0.007 -0.016 0.02
Si 2.729 0.006 8.234 -0.008 -0.034 -0.016
Si -0.003 8.194 8.236 0.003 0.006 -0.011
Si 2.729 5.465 8.258 0.005 0.006 0.022
Si 0.012 13.669 8.243 0.025 0.007 0.011
Si 2.769 10.9 8.239 -0.02 0.023 0
Si 5.44 2.74 8.24 -0.02 -0.034 0.007
Si 8.184 0.005 8.267 0.002 -0.002 0.002
Si 5.468 8.182 8.241 0.006 0.011 -0.012
Si 8.16 5.487 8.243 0.03 -0.038 -0.01
Si 5.49 13.65 8.255 0.026 0.08 0.003
Si 8.213 10.919 8.259 0.011 0.02 0.006
Si 10.902 2.771 8.238 0.058 -0.009 -0.004
Si 13.668 0.007 8.257 0.007 -0.008 0.013
Si 10.906 8.213 8.262 0.031 -0.037 -0.004
Si 13.646 5.473 8.228 -0.002 -0.036 -0.009
Si 10.935 13.666 8.254 0.009 -0.013 0.007
Si 13.667 10.961 8.249 0.054 0.034 0.007
Si 1.368 4.086 9.624 -0.003 -0.003 -0.007
Si 4.095 1.359 9.613 -0.014 0.027 -0.005
Si 1.382 9.543 9.606 0.026 -0.015 0.004
Si 4.102 6.821 9.625 -0.012 -0.006 -0.005
Si 1.377 15.03 9.604 -0.022 0.01 -0.008
Si 4.117 12.278 9.608 0.006 -0.001 0.005
Si 6.822 4.09 9.613 0.002 0.03 -0.011
Si 9.575 1.366 9.613 -0.017 -0.013 0.002
Si 6.841 9.542 9.613 -0.02 0.012 -0.013
Si 9.554 6.821 9.614 -0.013 0.018 -0.012
Si 6.844 15.017 9.63 0.009 -0.044 0.02
Si 9.587 12.281 9.623 -0.012 -0.009 0.005
Si 12.299 4.097 9.607 -0.04 0.03 0.011
Si 15.043 1.353 9.625 0 0.025 0.002
Si 12.306 9.567 9.608 -0.051 -0.006 -0.007
Si 15.033 6.819 9.603 0 0.014 0.007
Si 12.318 15.023 9.618 0.007 0.005 -0.002
Si 15.05 12.306 9.615 -0.026 0 0.015

Results
total energy: -115449.998 eV
total energy less fixed offsets of O -438.04, Si -107.15 eV per atom: 4.742 eV
